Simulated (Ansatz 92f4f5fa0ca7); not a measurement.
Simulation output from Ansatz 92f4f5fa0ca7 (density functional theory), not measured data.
Periodic cell of 223 atoms, Si133O90, from a study of silicon, its oxide and their interface. The atomic structure is a simulated model.
Doubt: the cutoff is low for norm-conserving oxygen, so forces and energies are approximate.
Doubt: the program's own warning below bears on the result.

Settings
functional: HSE06
potential files: SPMS norm-conserving
basis: plane waves
wave-function cutoff: 800 eV
density cutoff ratio: 4
exchange-correlation grid ratio: 1
k mesh: 1 x 1 x 1, Gamma-centred
occupations: fixed
spin: none
net charge: 0

Cell vectors (angstrom)
a 10.938 0 0
b 0 10.938 0
c 0 0 32.4091

Atoms: element, x, y, z (angstrom)
Si 0.2791 -0.1782 24.96
Si 5.1924 0.4768 24.9579
Si 2.8785 2.6514 25.0332
Si 7.925 2.9916 24.9444
Si -0.22 5.7645 24.9309
Si 5.7172 5.2542 24.9537
Si 2.502 8.5117 24.9087
Si 8.4668 8.0029 24.8518
Si 1.3698 1.396 26.3181
Si 6.8099 1.4593 26.3327
Si 4.1115 4.1743 26.3115
Si 9.5616 4.1449 26.2142
Si 1.3594 6.9181 26.253
Si 6.8747 6.8724 26.2124
Si 4.1249 9.6528 26.1812
Si 9.5766 9.5991 26.212
Si 2.7504 0.007 27.641
Si 8.193 0.0118 27.6018
Si -0.0364 2.7609 27.614
Si 5.4313 2.7795 27.6881
Si 2.7051 5.5217 27.623
Si 8.1993 5.4868 27.6245
Si -0.0288 8.2356 27.6378
Si 5.4625 8.2283 27.5675
Si 4.1018 1.3673 28.9909
Si 9.5708 1.3673 28.9909
Si 1.3673 4.1018 28.9909
Si 6.8362 4.1018 28.9909
Si 4.1018 6.8362 28.9909
Si 9.5708 6.8362 28.9909
Si 1.3673 9.5708 28.9909
Si 6.8362 9.5708 28.9909
Si 0 0 30.3581
Si 5.469 0 30.3581
Si 2.7345 2.7345 30.3581
Si 8.2035 2.7345 30.3581
Si 0 5.469 30.3581
Si 5.469 5.469 30.3581
Si 2.7345 8.2035 30.3581
Si 8.2035 8.2035 30.3581
Si 1.3673 1.3673 31.7254
Si 6.8362 1.3673 31.7254
Si 4.1018 4.1018 31.7254
Si 9.5708 4.1018 31.7254
Si 1.3673 6.8362 31.7254
Si 6.8362 6.8362 31.7254
Si 4.1018 9.5708 31.7254
Si 9.5708 9.5708 31.7254
Si 2.7345 0 0.6835
Si 8.2035 0 0.6835
Si 0 2.7345 0.6835
Si 5.469 2.7345 0.6835
Si 2.7345 5.469 0.6835
Si 8.2035 5.469 0.6835
Si 0 8.2035 0.6835
Si 5.469 8.2035 0.6835
Si 4.1018 1.3673 2.0507
Si 9.5708 1.3673 2.0507
Si 1.3673 4.1018 2.0507
Si 6.8362 4.1018 2.0507
Si 4.1018 6.8362 2.0507
Si 9.5708 6.8362 2.0507
Si 1.3673 9.5708 2.0507
Si 6.8362 9.5708 2.0507
Si 0 0 3.418
Si 5.469 0 3.418
Si 2.7345 2.7345 3.418
Si 8.2035 2.7345 3.418
Si 0 5.469 3.418
Si 5.469 5.469 3.418
Si 2.7345 8.2035 3.418
Si 8.2035 8.2035 3.418
Si 1.4613 1.3524 4.8716
Si 6.8352 1.374 4.7936
Si 3.9734 4.1092 4.7961
Si 9.6135 4.0514 4.8573
Si 1.3634 6.8133 4.7782
Si 6.9578 6.7303 4.7408
Si 4.1632 9.4927 4.6745
Si 9.5503 9.5971 4.7816
Si 2.9264 -0.1768 6.1399
Si 8.1636 0.014 6.2107
Si 0.0067 2.6652 6.3043
Si 5.4101 2.7432 6.0903
Si 2.5301 5.3762 6.2486
Si 8.2906 5.4337 6.2772
Si 0.0064 8.1888 6.0934
Si 5.4786 8.0724 5.9199
Si 4.2883 1.1878 7.5493
Si 9.9045 0.9456 7.5688
Si 0.9713 4.2364 7.8186
Si 6.5294 4.3222 7.3822
Si 4.3108 6.5366 7.2117
Si 9.3043 7.2281 7.4929
Si 1.304 9.6443 7.42
Si 6.8706 9.3105 7.3135
O 9.5935 6.8681 24.4363
O 3.9826 1.5252 24.5793
O 8.0452 8.2463 7.644
O 2.9864 1.5405 8.475
O 6.807 4.1117 24.4364
O 1.3659 9.6227 24.4162
O 5.4382 5.4856 7.8008
O 0.1808 -0.1447 7.6563
O 6.8172 3.3768 8.7069
O 6.1695 9.6971 8.7618
O 9.8265 7.3284 9.0535
O 1.8526 9.1649 8.9034
O 5.4763 1.1347 9.2841
O 1.796 3.7162 9.1361
O 9.6619 1.2113 9.1506
O 3.7565 7.4491 8.4275
O 7.8749 8.5881 23.4329
O 8.4805 2.2158 23.6112
O 5.0315 5.9092 23.6167
O 2.2655 3.2922 23.6495
O 10.6128 0.6167 23.6585
O 0.4082 5.1682 23.5372
O 3.1752 7.8442 23.5654
O 5.5342 14.1336 19.1897
Si 11.3875 2.3973 20.786
Si 7.8363 9.4067 22.0187
Si 2.2794 5.1966 13.5723
Si 12.2655 7.4038 16.8268
Si -0.1269 -4.6818 9.7625
Si 10.9226 8.9317 14.7673
Si -1.4013 -4.958 17.6919
Si 1.6201 4.4627 22.7106
Si 4.6286 10.9696 16.9609
Si 6.8704 5.8923 16.2673
Si 5.8006 2.7838 9.8288
Si 2.7958 9.2605 18.6582
Si 7.8307 3.7242 11.5879
Si 9.0852 1.1094 10.6732
Si 9.0515 1.6445 15.8571
Si 2.6212 4.7068 16.5837
Si -3.9135 3.4918 14.5116
Si 6.237 10.7007 10.0366
Si 16.0428 4.5337 18.3695
Si 4.9638 7.2201 19.8332
Si -1.5465 1.1867 22.7377
Si 2.1382 2.3839 12.553
Si 5.4531 10.9828 21.9301
Si 0.0944 6.945 12.7575
Si 13.8028 2.6556 9.6759
Si 10.9257 3.2645 17.7739
Si 8.0833 8.0072 19.3676
Si -6.3287 1.524 14.3338
Si -2.2399 -1.2043 16.7143
Si 2.8867 7.8866 12.3936
Si -5.7805 1.6454 19.4592
Si -0.3621 0.6562 13.2725
Si 3.8846 6.6406 22.7187
Si 2.7622 0.4393 20.7126
Si 13.518 7.806 9.4654
Si 6.2578 8.7052 15.3321
Si 5.099 -1.1516 12.8765
O 6.4115 5.105 17.6113
O -0.4593 -4.6695 11.3669
O 6.6285 4.9954 14.9637
O 2.2242 10.0435 19.9611
O -0.2564 5.0004 8.6551
O 1.0146 3.828 21.3424
O 1.4615 6.6361 9.5829
O -5.6036 0.2679 13.606
O 14.1842 6.4532 13.1216
O 8.5232 11.3485 16.7948
O 5.3679 9.7609 16.1833
O -1.4883 1.1237 14.3586
O 2.3004 4.0054 12.4555
O 6.0015 8.7055 13.711
O 2.7305 4.5018 14.9697
O 6.4242 2.7443 11.287
O 3.2183 1.7645 13.5631
O 14.8955 4.1288 17.2928
O -3.1039 13.6553 15.7164
O 0.7373 5.7382 13.6628
O 7.7989 9.1354 15.509
O 0.2913 2.4614 19.168
O 4.581 5.6974 19.3798
O 7.8017 5.1006 10.8798
O 10.881 6.629 17.0873
O 2.7494 5.5529 22.2904
O 9.0234 6.7147 19.0542
O 1.2689 8.0189 12.335
O -5.4112 0.6687 18.1891
O 7.6957 0.2384 10.5034
O 11.2984 -0.6702 13.9049
O 4.3043 3.4198 9.7883
O 4.0629 8.3189 19.0462
O 8.453 6.1889 16.4945
O 1.3624 3.9004 17.1984
O -0.8274 7.8603 13.7739
O 5.5891 2.7881 14.2312
O 2.5353 6.3131 16.843
O 9.8242 4.4278 18.0804
O 4.2754 1.2026 15.8948
O 3.3922 7.9433 10.85
O 3.5731 -1.7266 13.05
O 8.5373 10.8611 22.1974
O -2.9738 3.591 13.2274
O 9.9553 2.0346 21.4715
O 8.5689 8.5944 20.8142
O -5.0212 1.1924 20.8468
O 5.4502 -0.9072 11.2841
O 1.3257 8.1772 15.373
O 2.4132 1.8725 11.0152
O 6.5213 7.5487 19.486
O 1.5565 -2.5279 18.0746
O 1.4732 12.1611 21.2842
O 9.0065 2.6348 11.1353
O 3.2423 -0.5743 17.5503
O 8.3146 -1.8272 18.1742
O 10.189 -1.5757 16.1698
O -0.5924 2.2736 16.624
O 0.6885 1.8857 13.0646
O 6.2768 -1.315 21.5508
O 15.5472 7.2806 21.4234
O 5.898 0.2748 23.4846
O -4.9278 7.2534 16.0226
O 3.5454 1.4877 19.7256
O 3.8224 -0.077 21.8602
O 9.9572 0.2812 11.7945

Results
free energy: -55383.025 eV
free energy less fixed offsets of O -447.96, Si -113.29 eV per atom: 0.945 eV
gap between the highest filled and lowest empty level on this k mesh: 1.111 eV

The program warned: the cutoff lies below the one the program advises for these potential files; the model core charge is not resolved on the grid; the forces do not sum to zero within the program's tolerance; the exchange-correlation potential is rough where the density is thin.
